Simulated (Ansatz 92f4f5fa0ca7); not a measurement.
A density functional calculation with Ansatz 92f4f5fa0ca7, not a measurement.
Periodic cell of 224 atoms, Si132O88B1H3, from a study of silicon, its oxide and their interface. The atomic structure is a simulated model.
Doubt: the cutoff is low for norm-conserving oxygen, so forces and energies are approximate.
Doubt: the program's own warning below bears on the result.

Settings: functional HSE06; potential files SPMS norm-conserving; basis plane waves; wave-function cutoff 800 eV; density cutoff ratio 4; exchange-correlation grid ratio 1; k mesh 1 x 1 x 1, Gamma-centred; occupations fixed; spin none; net charge 0.

Cell vectors (angstrom)
a  10.938  0  0
b  0  10.938  0
c  0  0  31.948

Atoms: element, x, y, z (angstrom)
Si  0.2998  10.542  24.3932
Si  5.2263  0.1428  24.5265
Si  2.9763  2.3415  24.5292
Si  7.9382  2.9233  24.5021
Si  10.629  5.4188  24.4441
Si  5.7706  5.2027  24.4397
Si  2.5935  8.3541  24.5364
Si  8.5279  7.7749  24.4213
Si  1.3618  1.2249  25.8048
Si  6.8215  1.3139  25.8002
Si  4.142  4.0249  25.7255
Si  9.4805  4.0227  25.9095
Si  1.3655  6.6737  25.6673
Si  6.9033  6.7506  25.8085
Si  4.0916  9.5328  25.899
Si  9.613  9.4403  25.7092
Si  2.7218  -0.0535  27.2571
Si  8.2435  -0.0814  27.0851
Si  0.0069  2.6498  27.1418
Si  5.4723  2.6902  27.1875
Si  2.7577  5.392  27.0864
Si  8.1898  5.4263  27.2753
Si  0.0426  8.098  27.1151
Si  5.5164  8.1443  27.1489
Si  4.0935  1.3522  28.5647
Si  9.5744  1.2996  28.5051
Si  1.3745  4.0591  28.4898
Si  6.8143  4.0547  28.5849
Si  4.1054  6.7866  28.4889
Si  9.5963  6.8144  28.5509
Si  1.3564  9.4851  28.5461
Si  6.8631  9.541  28.5061
Si  0.0092  -0.036  29.8932
Si  5.4877  -0.0173  29.8894
Si  2.7325  2.7344  29.9034
Si  8.2231  2.6968  29.8962
Si  0.0251  5.4433  29.8897
Si  5.4602  5.4575  29.9061
Si  2.7573  8.1658  29.8933
Si  8.2221  8.1938  29.8982
Si  1.3673  1.3673  31.2643
Si  6.8362  1.3673  31.2643
Si  4.1018  4.1018  31.2643
Si  9.5708  4.1018  31.2643
Si  1.3673  6.8362  31.2643
Si  6.8362  6.8362  31.2643
Si  4.1018  9.5708  31.2643
Si  9.5708  9.5708  31.2643
Si  2.7345  0  0.6835
Si  8.2035  0  0.6835
Si  0  2.7345  0.6835
Si  5.469  2.7345  0.6835
Si  2.7345  5.469  0.6835
Si  8.2035  5.469  0.6835
Si  0  8.2035  0.6835
Si  5.469  8.2035  0.6835
Si  4.1025  1.3894  2.0589
Si  9.5325  1.4151  2.0393
Si  1.3361  4.1384  2.0574
Si  6.812  4.1169  2.0563
Si  4.096  6.8641  2.0563
Si  9.5629  6.8564  2.0554
Si  1.3727  9.5665  2.0285
Si  6.8074  9.6078  2.0669
Si  -0.0158  0.0225  3.3088
Si  5.4798  0.0771  3.4827
Si  2.7341  2.791  3.3874
Si  8.1624  2.7752  3.4548
Si  -0.0303  5.5064  3.4646
Si  5.4673  5.5142  3.4198
Si  2.762  8.2644  3.44
Si  8.191  8.2426  3.4008
Si  1.3678  1.3508  4.6448
Si  6.7929  1.4894  4.9147
Si  4.0438  4.2112  4.7823
Si  9.4818  4.1635  4.8381
Si  1.3498  6.9385  4.7863
Si  6.8729  6.8536  4.7933
Si  4.1193  9.6477  4.8482
Si  9.5217  9.704  4.7018
Si  2.7447  0.1506  6.1521
Si  8.2183  0.08  6.2151
Si  -0.0334  2.6747  5.9633
Si  5.4921  3.0211  6.2577
Si  2.691  5.6088  6.2038
Si  8.1521  5.4944  6.3434
Si  -0.0206  8.3899  6.0391
Si  5.5485  8.2653  6.1556
Si  3.7661  1.8826  7.451
Si  9.852  1.2192  7.5157
Si  1.4142  3.9202  7.2468
B  6.3348  4.7546  7.0675
Si  4.3502  6.7582  7.508
Si  9.4829  7.2144  7.4606
Si  1.1424  9.9125  7.45
Si  7.1753  9.3428  7.5082
O  9.6192  6.6153  23.8936
O  4.1111  1.2532  24.0044
O  8.3261  8.2499  8.0568
O  2.5776  2.9451  7.8995
O  6.8532  4.0587  23.9332
O  1.4625  9.4329  24.0101
O  5.5242  5.5635  7.8185
O  0.0247  0.0749  8.0069
H  6.5395  9.9135  8.73
O  10.6189  6.8441  8.64
O  1.7945  9.163  8.7707
O  4.2369  1.2975  8.8987
O  0.324  4.2965  8.4305
O  9.2582  1.9729  8.8796
O  3.8485  7.4553  8.9352
H  7.9396  8.3447  23.1773
H  8.601  2.3274  23.3039
O  5.2584  5.968  23.0681
O  2.2341  2.8377  23.1538
O  10.6887  0.1094  22.9142
O  0.0384  4.3803  23.1903
O  3.4397  7.9096  23.2021
O  5.9022  10.3888  23.1891
Si  9.5766  9.3055  14.9679
Si  2.4555  4.9464  11.5755
Si  0.8574  0.6891  14.6834
Si  10.0526  9.9251  18.8484
Si  6.8294  0.3779  11.6558
Si  9.5828  7.1767  12.6944
Si  2.0501  9.1995  17.9289
Si  3.0234  8.6556  9.7175
Si  4.1846  2.4951  16.8427
Si  4.5072  7.1533  22.2387
Si  10.8769  5.3368  16.7493
Si  2.6218  6.3603  17.8705
Si  0.9781  2.5484  17.2501
Si  5.7403  6.5917  16.9619
Si  8.6027  4.7072  11.4732
Si  10.989  5.4944  9.4944
Si  3.1019  0.1087  20.1828
Si  1.6549  7.5552  12.4319
Si  5.7194  9.8844  21.6471
Si  1.3772  1.8721  11.7503
Si  0.2642  0.5488  21.4214
Si  2.707  9.4366  14.7969
Si  8.9466  3.2977  15.5439
Si  1.0248  3.4568  22.2618
Si  9.3645  1.8422  10.5161
Si  5.589  8.7702  14.9885
Si  6.8186  8.2827  12.2807
Si  3.0424  5.0619  20.492
Si  9.4062  1.6277  18.2268
Si  7.952  0.8981  14.4215
Si  5.9661  4.2848  15.1006
Si  7.0098  0.9087  19.7712
Si  5.5746  5.4681  12.0931
Si  4.6659  2.6969  19.7507
Si  4.0417  0.5871  10.341
Si  6.0507  0.2705  16.7701
Si  8.7308  7.6521  17.5849
O  0.1229  1.7541  18.4257
O  6.0275  9.6708  16.2684
O  1.4812  5.5193  10.3425
O  6.958  4.8854  11.3722
O  3.4018  1.6696  19.8447
O  7.1182  7.2236  17.6735
O  6.9588  1.0505  13.1451
O  5.7166  7.1095  11.9291
O  5.4273  1.0142  11.1052
O  10.2724  10.6591  20.318
O  8.9931  8.7051  16.3609
O  1.901  3.4348  11.8874
O  0.5981  1.8423  15.8148
O  8.9086  2.7047  17.0938
O  8.8623  3.1008  11.4467
O  4.9501  3.0632  18.1762
O  2.3717  11.0254  14.7325
O  7.0835  1.0562  15.7929
O  9.5604  5.2324  10.2509
O  2.5956  2.6145  17.1737
O  1.4571  6.0929  16.6584
O  2.1808  7.7376  18.6141
O  5.9955  2.025  20.3978
O  9.1767  8.5235  18.9241
O  3.6233  6.4823  21.0404
O  0.8127  1.3539  13.1973
O  2.1673  6.0272  12.7875
O  8.4268  1.7385  19.5552
O  1.8509  8.4898  13.7615
O  2.668  1.0387  11.1464
O  9.2474  10.9744  17.8597
O  6.9744  10.5342  20.7786
O  9.1869  1.9887  14.5381
O  11.0158  7.4598  11.9663
O  6.7445  8.5392  13.8864
O  6.4754  0.3546  18.3292
O  0.3884  4.0255  17.5845
O  9.1912  5.5656  12.7702
O  8.5449  10.3367  14.2612
O  8.267  0.6618  10.8926
O  2.4772  8.1351  11.1577
O  4.2527  9.3465  14.2865
O  6.5544  9.7058  11.5611
O  5.6078  8.237  21.6503
O  9.7622  7.9127  14.1347
O  8.3402  7.8451  11.8719
O  2.51  5.1673  18.9578
O  1.778  0.0271  21.1141
O  1.7211  4.5217  21.2572
O  10.9783  1.657  10.8097
O  10.0231  4.5716  15.5007
O  4.2982  4.0242  20.5957
O  5.5706  5.0039  13.678
O  0.5045  9.6435  18.058
O  4.2716  6.4924  17.6931
O  3.9977  9.9148  10.0675
O  2.5292  9.0012  16.3707
O  2.9558  10.27  18.7508
O  7.4842  3.7153  14.9294
O  5.2993  7.317  15.5869
O  10.9101  10.2683  15.0307
O  4.3218  10.4066  21.0163
O  4.5641  0.9224  16.6269
O  4.7159  3.281  15.4977
O  9.7657  6.3607  17.4153
O  0.2546  2.2171  21.4717
O  6.194  5.1313  16.4704
O  4.1283  4.978  11.4027

Results
free energy: -54498.500 eV
free energy less fixed offsets of B -77.42, H -15.86, O -447.96, Si -113.29 eV per atom: 1.260 eV
gap between the highest filled and lowest empty level on this k mesh: 1.231 eV

The program warned: the cutoff lies below the one the program advises for these potential files; the model core charge is not resolved on the grid; the forces do not sum to zero within the program's tolerance; the exchange-correlation potential is rough where the density is thin.
